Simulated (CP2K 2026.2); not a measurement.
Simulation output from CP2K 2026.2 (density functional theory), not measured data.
Periodic cell of 534 atoms, Si358O176, from a study of silicon, its oxide and their interface. The atomic structure is a simulated model.
Doubt: the forces sum to 2.06 eV/angstrom along one axis rather than to zero, so they err by at least 0.0039 eV/angstrom per atom on average; the grid cutoff is modest.

Settings: functional PBE; method Gaussian and plane waves; basis set DZVP-MOLOPT-SR-GTH; pseudopotentials GTH-PBE; grid cutoff 350 Ry, relative cutoff 50 Ry; k points Gamma only; occupations fixed; spin none; net charge 0.

Cell vectors (angstrom)
a	16.4025	0	0
b	0	16.4025	0
c	0	0	35.7815

Atoms and the computed forces on them: element, x, y, z (angstrom), force x, y, z (eV/angstrom)
Si	15.572	0.715	35.504	0.233	-0.218	-0.579
Si	2.812	3.37	34.487	0.034	0.248	-0.198
Si	15.661	5.914	0.339	-0.133	0.313	-0.377
Si	2.107	8.613	0.496	0.386	-0.603	0.108
Si	0.44	10.262	0.3	-0.361	0.338	0.112
Si	2.926	13.178	35.769	-0.004	-0.041	0.014
Si	5.506	16.062	35.663	0.06	0.043	0.16
Si	7.707	3.43	0.153	-0.218	-0.018	0.149
Si	5.683	5.827	0.092	0.041	0.199	0.759
Si	8.643	7.823	0.262	-0.337	0.012	0.362
Si	4.908	10.748	0.005	-0.289	-0.304	-0.053
Si	7.345	13.558	34.927	0.156	-0.044	0.406
Si	9.73	15.468	35.164	0.401	-0.285	0.548
Si	13.713	2.267	0.161	-0.238	0.274	0.165
Si	10.783	5.595	0.361	-0.256	0.041	0.095
Si	13.52	8.149	0.854	0.044	0	-0.773
Si	11.078	9.933	0.158	0.354	-0.25	0.275
Si	13.446	13.212	34.913	0.024	-0.013	-0.192
Si	1.165	1.499	0.776	0.195	0.175	-0.142
Si	4.1	4.58	1.298	0.102	0.037	-0.068
Si	1.077	6.858	1.615	-0.159	0.037	-0.099
Si	3.874	9.563	1.725	-0.133	0.043	-0.225
Si	1.306	12.182	1.397	0.107	0.014	-0.023
Si	4.024	14.919	1.276	-0.098	-0.257	-0.179
Si	6.743	1.433	1.157	-0.057	0.037	-0.021
Si	9.421	4.199	1.65	-0.096	-0.092	-0.276
Si	6.939	6.995	1.627	-0.229	-0.182	-0.456
Si	9.574	9.307	1.753	0.145	-0.134	-0.459
Si	6.686	12.085	0.971	-0.111	0.055	0.005
Si	10.46	15.828	1.531	-0.282	0.06	0.032
Si	12.135	1.212	1.695	-0.068	-0.119	-0.141
Si	14.797	4.021	1.466	-0.008	-0.08	-0.017
Si	12.148	6.702	1.925	-0.095	-0.061	-0.131
Si	15.048	9.634	1.72	0.226	-0.098	-0.04
Si	12.503	12.5	1.193	-0.295	-0.379	0.596
Si	14.981	15.235	1.068	-0.06	0.106	0.271
Si	0.081	2.791	2.583	-0.082	0.113	0.099
Si	2.558	0.078	2.366	0.119	-0.062	0.122
Si	16.288	8.214	3.097	0.159	0.061	0.079
Si	2.655	5.589	2.838	-0.027	0.055	0.114
Si	16.307	13.763	2.525	0.158	-0.086	0.122
Si	2.631	11.028	2.997	-0.107	0.015	0.14
Si	5.292	2.801	2.553	0.088	-0.083	0.067
Si	8.316	0.164	2.599	0.018	-0.034	-0.221
Si	5.454	8.31	2.917	0.096	-0.057	-0.068
Si	8.129	5.538	3.037	0.039	0.101	0.072
Si	5.491	13.589	2.574	0.033	-0.11	0.138
Si	8.189	10.994	2.613	-0.093	0.122	-0.129
Si	10.841	2.755	2.919	0.019	0.152	0.001
Si	13.719	16.34	2.822	0.021	0.103	0.2
Si	10.897	8.151	3.205	-0.054	-0.122	0.277
Si	13.595	5.319	3.036	0.016	-0.126	0.249
Si	11.15	13.854	2.66	-0.002	0.059	0.026
Si	13.697	11.145	2.827	-0.032	0.136	0.048
Si	1.347	4.104	4.123	0.052	0.027	-0.009
Si	3.958	1.36	3.905	0.081	0.172	-0.013
Si	1.317	9.609	4.351	0.001	0.009	-0.074
Si	4.059	6.903	4.225	0.074	-0.013	-0.004
Si	1.315	15.112	3.925	-0.122	0.091	-0.043
Si	4.13	12.398	4.168	0.017	0.011	-0.094
Si	6.667	4.064	4.143	0.05	0.054	-0.077
Si	9.459	1.414	4.228	0.062	-0.03	0.057
Si	6.85	9.723	4.167	-0.066	-0.031	-0.003
Si	9.49	6.81	4.473	-0.051	0.167	-0.08
Si	6.898	15.055	3.904	-0.017	0.011	-0.076
Si	9.592	12.436	3.954	0.173	-0.019	-0.139
Si	12.202	4.023	4.356	0.141	0.095	-0.053
Si	15.125	1.398	4.055	0.09	-0.087	-0.039
Si	12.338	9.692	4.249	-0.037	0.014	-0.171
Si	14.945	6.778	4.348	0.032	0.001	-0.041
Si	12.382	15.048	4.25	0.057	-0.058	0.069
Si	15.087	12.46	4.16	-0.172	-0.008	-0.117
Si	0.004	16.392	11.005	0.01	-0.002	-0.01
Si	2.741	2.737	11.007	-0.016	-0.021	-0.013
Si	0.003	5.475	11.002	-0.004	0.003	0.009
Si	2.737	8.22	10.998	0.015	-0.039	0.009
Si	16.394	10.938	10.992	0.009	-0.012	0.001
Si	2.747	13.67	11.002	0.028	0.03	-0.009
Si	5.475	0.004	10.996	0.022	0	-0.012
Si	8.195	2.731	10.993	0.023	0.019	-0.005
Si	5.467	5.479	11.012	-0.047	-0.02	0
Si	8.195	8.231	11.013	0.007	-0.022	0.011
Si	5.466	10.964	11.005	-0.008	0.001	-0.003
Si	8.179	13.675	11.006	0.027	-0.002	0.004
Si	10.906	16.388	10.995	-0.006	0.009	0.006
Si	13.659	2.73	10.994	0.027	0.002	-0.001
Si	10.924	5.473	10.99	0.046	-0.006	0.017
Si	13.657	8.199	10.997	0.003	-0.007	0.006
Si	10.907	10.938	11.022	0.021	-0.022	0.01
Si	13.644	13.658	11.001	-0.01	0	-0.006
Si	1.374	1.361	12.353	0.005	0.061	0
Si	4.111	4.105	12.373	0.047	0.064	0
Si	1.379	6.843	12.365	0.004	0.045	0.004
Si	4.115	9.574	12.374	-0.019	-0.008	-0.018
Si	1.374	12.284	12.36	-0.021	-0.011	-0.004
Si	4.13	15.021	12.358	-0.039	0.005	-0.013
Si	6.846	1.364	12.37	-0.044	-0.041	-0.002
Si	9.578	4.095	12.363	-0.016	0.014	-0.001
Si	6.844	6.852	12.378	0.04	0.031	-0.005
Si	9.57	9.558	12.409	-0.021	0.023	0.012
Si	6.844	12.296	12.396	-0.025	-0.017	0.001
Si	9.557	15.015	12.377	-0.017	-0.009	0.006
Si	12.291	1.349	12.348	-0.036	0.009	-0.025
Si	15.018	4.115	12.35	-0.014	-0.031	-0.002
Si	12.297	6.83	12.366	-0.003	-0.014	0.009
Si	15.034	9.554	12.359	-0.034	-0.038	-0.005
Si	12.287	12.283	12.38	0.037	0.015	0.009
Si	15.02	15.014	12.353	0.017	-0.005	0.001
Si	16.381	2.727	13.681	0.019	0.002	-0.024
Si	2.76	16.394	13.69	0.057	-0.074	-0.017
Si	0.009	8.202	13.734	-0.001	-0.009	0.007
Si	2.752	5.481	13.734	0.008	-0.047	0.019
Si	16.373	13.626	13.706	-0.02	0.027	-0.011
Si	2.735	10.917	13.746	0.068	-0.01	0.005
Si	5.495	2.749	13.73	-0.06	-0.008	0.004
Si	8.208	16.393	13.742	0.037	0.047	0.013
Si	5.491	8.221	13.762	-0.065	-0.048	0.017
Si	8.235	5.488	13.728	-0.052	-0.013	-0.015
Si	5.482	13.667	13.758	0.01	0.065	0.045
Si	8.202	10.917	13.78	0.026	-0.037	0.012
Si	10.965	2.73	13.729	0.055	-0.053	0.005
Si	13.63	16.36	13.714	0.008	0.034	0.02
Si	10.945	8.171	13.768	0.052	-0.028	-0.008
Si	13.674	5.483	13.741	-0.043	0.022	0.035
Si	10.908	13.628	13.751	-0.007	0.03	0.016
Si	13.642	10.884	13.729	0.03	0.018	-0.017
Si	1.348	4.087	15.033	0.008	-0.034	0.014
Si	4.129	1.35	15.062	0.079	0.098	-0.072
Si	1.364	9.555	15.127	-0.048	-0.06	0.072
Si	4.13	6.842	15.12	0.092	0.078	0.029
Si	1.362	15.019	14.996	0.047	0.086	-0.015
Si	4.112	12.281	15.107	-0.084	-0.072	0.044
Si	6.881	4.125	15.084	0.023	0.049	-0.065
Si	9.616	1.341	15.084	-0.06	-0.052	0.01
Si	6.862	9.549	15.182	0.041	0.076	0.096
Si	9.61	6.791	15.156	-0.011	-0.023	0.112
Si	6.853	15.038	15.137	-0.086	-0.107	-0.006
Si	9.571	12.26	15.161	-0.028	0.018	0.053
Si	12.327	4.103	15.112	-0.022	-0.01	0.043
Si	15.005	1.354	15.025	-0.011	-0.004	-0.001
Si	12.314	9.52	15.144	0.012	-0.036	0.067
Si	15.06	6.84	15.113	0.014	0.044	0.045
Si	12.278	14.98	15.113	-0.044	-0.017	-0.009
Si	15.009	12.238	15.079	0.008	-0.009	0.034
Si	16.358	16.347	16.319	0.095	0.047	0.086
Si	2.66	2.652	16.354	-0.051	0.096	0.114
Si	0.03	5.438	16.444	0.025	0.001	-0.008
Si	2.734	8.179	16.5	0.001	0.061	0.016
Si	16.388	10.932	16.498	-0.024	-0.055	0.023
Si	2.684	13.669	16.382	0.081	-0.031	0.035
Si	5.528	0.072	16.474	-0.046	0.051	0.05
Si	8.328	2.802	16.399	0.05	-0.063	0.12
Si	5.512	5.454	16.469	-0.041	-0.047	0.119
Si	8.245	8.136	16.554	-0.013	-0.021	-0.035
Si	5.495	10.965	16.537	0.005	-0.033	0.036
Si	8.213	13.657	16.519	0.11	-0.062	0.044
Si	10.934	16.358	16.496	0.031	0.135	0.138
Si	13.729	2.742	16.444	-0.04	-0.128	0.071
Si	10.985	5.42	16.561	0.096	0.119	0.132
Si	13.752	8.221	16.531	-0.05	-0.069	0.139
Si	10.896	10.816	16.532	0.037	0.069	0.02
Si	13.581	13.513	16.448	0.04	0.01	0.046
Si	1.24	1.313	17.745	-0.033	-0.077	-0.026
Si	4.047	4.009	17.656	0.128	0.019	-0.212
Si	1.406	6.728	17.853	0.156	-0.108	0.015
Si	4.076	9.598	17.86	0.069	-0.054	-0.014
Si	1.297	12.379	17.823	0.01	0.157	-0.01
Si	4.022	15.088	17.676	0.099	0.055	-0.255
Si	7.04	1.466	17.785	0.055	-0.023	-0.256
Si	9.674	3.992	17.985	0.019	-0.156	0.007
Si	6.926	6.74	17.943	-0.182	-0.009	-0.095
Si	9.589	9.461	17.997	0.081	-0.073	0.109
Si	6.867	12.339	17.963	-0.068	-0.012	-0.095
Si	9.6	14.96	17.934	-0.237	0.043	-0.051
Si	12.37	1.358	17.787	-0.118	0.075	-0.215
Si	15.143	4.055	17.845	-0.006	-0.02	0.012
Si	12.436	6.794	17.888	0.015	-0.013	-0.171
Si	15.108	9.586	17.986	-0.051	0.029	0.167
Si	12.269	12.112	17.926	0.099	-0.033	0.052
Si	15.038	14.904	17.624	0.037	-0.013	-0.129
Si	16.37	2.64	19.289	0.098	-0.063	0.1
Si	2.505	16.231	19.038	-0.191	0.072	0.426
Si	0.201	8.162	19.244	-0.169	0.009	0.244
Si	2.753	5.243	19.18	-0.213	-0.158	0.036
Si	16.192	13.638	19.211	0.005	0.006	0.334
Si	2.78	11.171	19.146	-0.047	-0.182	0.339
Si	5.428	2.685	18.981	-0.022	0.226	0.269
Si	8.541	0.273	19.24	0.236	-0.2	-0.089
Si	5.364	8.052	19.177	0.015	0.214	-0.105
Si	8.358	5.401	19.389	0.154	-0.167	0.368
Si	5.496	13.999	19.076	-0.071	-0.047	0.162
Si	8.11	10.774	19.359	-0.179	0.101	-0.112
Si	11.243	2.674	19.389	-0.046	-0.05	0.37
Si	13.716	16.254	18.907	0.037	0.015	0.18
Si	11.115	8.101	19.334	0.062	-0.074	0.143
Si	13.878	5.434	19.233	-0.092	0.101	0.186
Si	10.896	13.459	19.273	-0.015	-0.01	0.096
Si	13.64	10.882	19.496	0.118	-0.196	0.32
Si	1.831	3.471	20.582	-0.041	0.066	0.444
Si	3.959	1.252	20.108	-0.103	0.033	0.168
Si	1.575	9.669	20.465	0.044	0.302	-0.248
Si	4.403	6.3	20.43	-0.076	-0.071	0.158
Si	0.801	15.259	20.558	0.027	0.034	-0.375
Si	4.042	12.822	20.387	0.275	0.12	-0.134
Si	5.858	4.36	20.639	-0.058	-0.304	0.168
Si	10.364	0.892	20.738	0.107	0.595	-0.231
Si	6.476	9.502	20.604	0.029	-0.428	0.044
Si	10.158	6.363	20.595	-0.17	0.255	0.054
Si	6.028	15.607	20.803	-0.182	0.25	0.292
Si	9.305	12.297	20.693	0.162	-0.009	0.276
Si	12.507	4.243	20.738	-0.012	-0.061	-0.274
Si	15.014	1.035	20.432	0.112	0.015	-0.038
Si	12.712	9.045	20.875	-0.249	0.175	-0.189
Si	15.096	6.909	20.608	0.276	-0.026	0.109
Si	12.44	14.891	20.281	-0.044	-0.085	0.148
Si	14.596	12.688	20.803	-0.192	0.074	-0.366
Si	1.425	12.192	24.745	-0.035	0.169	0.406
Si	1.936	4.183	23.701	0.266	-0.2	0.218
Si	0.27	6.654	23.237	0.012	-0.16	0.319
Si	4.532	9.547	24.46	0.24	-0.049	0.379
Si	14.965	8.691	24.66	-0.078	0.016	0.271
Si	2.405	14.198	22.691	0.005	-0.039	0.318
Si	9.811	0.149	23.443	0.016	0.077	0.306
Si	10.708	2.175	27.704	0.048	-0.05	0.027
Si	7.246	5.611	24.457	0.19	-0.053	-0.019
Si	5.618	10.955	22.163	-0.154	0.511	0.055
Si	7.025	8.157	23.347	0.233	-0.286	0.395
Si	7.599	0.25	25.774	-0.263	0.06	0.083
Si	13.866	2.462	22.918	0.067	-0.014	0.225
Si	12.114	1.051	25.169	0.116	-0.139	0.113
Si	2.883	8.016	22.506	-0.035	-0.258	0.229
Si	11.246	7.71	28.046	0.055	0.084	-0.113
Si	16.055	10.832	22.735	-0.017	-0.013	0.169
Si	0.114	14.37	26.205	0.083	0.173	-0.025
Si	5.059	3.575	23.624	-0.069	0.146	0.423
Si	7.096	5.608	27.389	0	0.102	-0.196
Si	6.911	10.33	28.572	-0.065	-0.039	-0.081
Si	3.484	11.138	26.929	-0.068	-0.016	0.119
Si	15.153	0.648	29.773	0.063	0.146	-0.153
Si	4.222	14.582	30.837	0.033	0.117	-0.241
Si	12.504	1.913	30.166	0.095	-0.002	-0.079
Si	9.559	7.041	23.584	-0.11	-0.194	0.366
Si	8.017	14.386	22.379	-0.081	0.095	0.245
Si	8.625	11.42	26.415	-0.08	-0.002	0.184
Si	8.126	14.203	27.779	-0.068	-0.054	0.014
Si	14.835	0.354	26.602	0.148	0.177	-0.057
Si	4.845	1.104	25.46	-0.171	-0.018	0.077
Si	11.997	8.819	23.971	-0.059	-0.126	0.165
Si	12.516	11.874	28.666	0.029	-0.084	-0.087
Si	1.96	9.639	29.292	-0.039	-0.014	-0.039
Si	13.197	4.077	32.293	0.054	-0.015	-0.239
Si	0.067	2.03	24.667	0.044	-0.142	0.348
Si	0.96	2.373	30.657	0.14	0.17	-0.264
Si	2.139	16.175	24.861	-0.126	0.176	0.348
Si	15.781	9.599	27.632	0.088	-0.002	0.055
Si	3.587	7.509	31.147	-0.26	-0.089	-0.199
Si	6.137	0.461	30.977	0.043	-0.053	-0.249
Si	8.415	11.863	23.408	0.214	-0.113	0.158
Si	8.296	1.615	29.38	-0.112	-0.014	-0.186
Si	10.097	5.158	28.263	-0.076	-0.125	-0.241
Si	5.399	12.828	28.61	-0.038	0.104	-0.068
Si	8.945	8.676	29.767	0.009	-0.074	-0.168
Si	9.911	2.425	31.529	-0.069	0.006	-0.446
Si	15.448	12.653	28.553	0.046	-0.121	-0.134
Si	13.668	8.416	32.505	0.256	-0.076	-0.174
Si	15.525	5.855	33.081	0.258	0.236	-0.119
Si	13.423	8.992	29.537	0.047	0.128	-0.187
Si	11.389	10.269	26.434	-0.039	-0.004	-0.099
Si	3.446	0.824	30.506	-0.133	0.175	-0.408
Si	4.613	1.348	33.231	0.039	0.075	-0.478
Si	6.524	2.576	27.205	-0.107	-0.017	-0.071
Si	4.255	8.157	34.169	-0.068	-0.006	0.108
Si	2.066	14.01	32.852	0.221	-0.141	-0.345
Si	0.464	11.823	31.143	0.18	-0.11	-0.365
Si	9.437	1.799	34.167	-0.419	-0.031	-0.201
Si	10.794	5.282	31.431	-0.014	0.174	-0.306
Si	6.217	7.59	29.443	-0.099	-0.013	-0.115
Si	9.161	9.394	33.668	0.617	-0.072	-0.321
Si	8.731	12.181	32.586	0.24	0.226	-0.08
Si	10.052	13.419	30.15	0.054	0.011	-0.1
Si	12.223	3.302	34.367	0.074	0.339	-0.02
Si	0.135	0.14	32.436	0.066	0.205	-0.472
Si	10.456	8.085	32.289	-0.35	0.222	0.177
Si	1.721	5.069	31.94	0.059	0.156	-0.289
Si	11.096	13.944	32.943	-0.352	0.055	-0.174
Si	15.187	10.867	33.563	0.096	-0.278	-0.326
O	1.257	15.389	32.6	0.258	-0.066	0.112
O	15.721	0.288	33.848	-0.3	-0.097	0.485
O	3.119	4.334	35.751	-0.314	-0.059	-0.036
O	4.214	2.81	33.828	-0.097	0.236	0.329
O	16.11	5.569	34.575	0.282	-0.303	-0.007
O	1.277	3.957	30.82	-0.036	-0.263	0.183
O	2.112	4.261	33.305	0.283	0.006	0.359
O	3.904	8.213	32.579	0.341	-0.012	0.394
O	0.06	10.422	34.473	0.389	-0.091	-0.211
O	2.775	8.047	34.86	-0.164	0.055	0.004
O	3.935	11.972	35.167	-0.054	-0.009	0.251
O	2.132	13.785	34.456	0.01	-0.167	0.14
O	6.348	14.859	34.873	-0.26	0.159	0.278
O	4.575	0.314	34.472	0.033	0.109	0.077
O	8.923	0.49	34.99	-0.192	0.35	-0.297
O	9.155	1.492	32.599	-0.083	-0.066	0.183
O	5.132	6.831	34.658	-0.144	0.032	-0.433
O	6.698	4.633	35.322	0.173	-0.628	0.284
O	8.122	8.672	34.704	-0.449	-0.069	0.232
O	10.086	8.868	30.889	0.079	0.231	0.102
O	5.993	8.988	28.62	-0.182	-0.101	0.021
O	5.025	9.563	34.585	0.369	0.267	0.099
O	10.145	12.658	33.278	0.123	-0.276	0.323
O	7.523	12.977	33.387	-0.229	0.03	0.108
O	8.791	14.158	35.434	0.047	0.178	-0.246
O	10.595	15.264	33.784	-0.101	0.269	-0.158
O	1.928	2.161	35.17	-0.187	-0.497	0.395
O	14.218	14.511	35.54	0.063	0.377	-0.196
O	9.774	6.741	35.429	-0.173	0.028	0.231
O	11.598	4.759	34.962	0.523	-0.311	0.008
O	14.497	7.082	0.011	0.432	-0.062	0.176
O	12.418	8.996	35.687	-0.083	0.002	0.14
O	8.456	10.586	32.776	-0.164	-0.009	0.124
O	11.371	11.437	0.65	-0.129	0.576	-0.458
O	14.537	12.154	34.305	-0.189	0.03	-0.009
O	12.572	13.622	33.555	0.205	-0.182	0.385
O	1.5	3.891	22.157	-0.161	0.101	-0.41
O	1.224	5.604	24.031	-0.232	0.328	-0.065
O	4.828	0.289	21.156	0.148	-0.33	-0.195
O	2.947	2.28	20.941	-0.02	0.304	-0.379
O	2.9	9.212	21.387	0.132	0.266	-0.207
O	0.369	10.349	21.364	-0.128	-0.139	0.009
O	7.493	4.654	20.655	0.202	0.216	-0.447
O	3.738	6.755	21.918	0.396	-0.036	-0.085
O	0.945	14.508	22.045	-0.032	0.149	-0.017
O	2.439	12.957	23.734	0.207	0.068	-0.066
O	7.35	0.052	20.355	-0.087	-0.039	-0.002
O	3.282	13.937	21.353	0.001	-0.174	-0.059
O	5.411	3.629	22.048	-0.165	0.047	-0.274
O	8.89	5.611	24.134	-0.042	0.231	-0.285
O	9.923	1.35	22.309	0	0.003	-0.26
O	9.167	14.305	29.065	-0.092	-0.02	0.104
O	7.094	11.139	22.834	-0.165	-0.266	-0.031
O	7.145	8.518	21.78	0.14	0.079	-0.22
O	11.301	5.293	21.181	-0.371	0.146	0.05
O	9.553	7.02	21.967	0.22	-0.113	-0.084
O	6.538	15.062	22.282	0.004	-0.347	-0.078
O	11.532	16.115	20.993	-0.069	0.043	0.274
O	9.617	11.737	22.271	0.016	-0.048	-0.409
O	8.21	13.527	20.986	-0.144	0.005	-0.089
O	13.286	3.8	22.159	-0.038	0.107	-0.209
O	12.813	2.075	24.106	0.068	-0.139	-0.013
O	14.018	1.359	21.724	-0.118	-0.02	-0.194
O	16.24	0.112	21.042	-0.029	-0.307	-0.455
O	13.914	7.936	21.165	0.074	0.24	0.027
O	12.078	9.288	22.401	-0.039	0.206	-0.283
O	15.747	7.297	24.4	-0.048	-0.195	-0.223
O	15.765	6.157	21.963	-0.146	-0.013	-0.362
O	13.494	13.918	21.204	0.056	0.111	-0.392
O	11.034	1.735	26.18	-0.223	-0.152	-0.165
O	15.076	9.718	23.395	-0.087	0.239	-0.171
O	15.182	12.144	22.271	0.285	-0.093	-0.137
O	0.145	13.12	25.169	0.136	-0.096	-0.096
O	0.799	10.983	23.884	-0.07	-0.158	-0.238
O	5.001	2.034	24.133	0.165	-0.01	-0.344
O	1.238	3.161	24.785	0.06	0.041	-0.038
O	6.461	4.163	27.093	-0.001	0.027	0.05
O	5.057	1.986	26.829	-0.025	-0.139	0.14
O	6.039	8.948	24.361	0.15	0.242	0.19
O	3.443	8.432	23.985	-0.298	-0.072	-0.25
O	15.59	9.301	26.043	0.01	0.137	-0.068
O	1.282	7.763	22.615	0.061	0.4	-0.059
O	3.185	15.655	30.133	-0.188	-0.17	-0.001
O	15.328	15.408	25.827	-0.133	-0.133	-0.211
O	8.585	0.273	24.501	0.051	-0.094	-0.344
O	2.866	15.48	23.582	0.256	-0.285	-0.249
O	7.627	1.824	26.256	0.007	-0.104	-0.164
O	12.067	2.199	28.618	-0.123	0.273	0.093
O	6.542	6.588	23.361	-0.097	0.108	-0.395
O	6.362	4.245	24.386	-0.004	0.057	-0.044
O	5.206	12.328	21.434	0.093	-0.331	0.317
O	8.517	8.237	24.018	-0.004	0.073	0.062
O	8.76	11.198	24.825	0.094	-0.132	-0.193
O	7.268	10.743	27.029	-0.096	0.287	-0.026
O	9.912	10.633	26.998	0.026	-0.1	0.312
O	6.088	11.522	29.284	-0.085	-0.036	0.081
O	15.364	2.576	23.59	0.079	-0.059	-0.232
O	15.669	1.676	26.066	-0.149	0.112	-0.004
O	11.011	7.5	24.152	0.227	0.187	-0.234
O	11.225	16.385	24.281	-0.193	0.092	-0.003
O	13.384	8.332	24.682	-0.003	-0.024	-0.144
O	8.666	13	26.816	0	-0.057	-0.101
O	8.041	13.423	23.696	-0.226	-0.063	-0.302
O	4.499	12.37	27.312	0.225	0.215	-0.188
O	14.561	8.853	28.39	-0.137	-0.059	-0.051
O	0.906	0.676	24.276	0.08	-0.038	-0.04
O	16.216	13.809	27.699	0.117	0.142	0.177
O	3.569	4.229	23.936	0.056	0.092	-0.065
O	5.668	15.298	31.158	-0.072	-0.085	0.352
O	7.14	6.317	25.928	0.124	0.048	0.05
O	8.543	5.574	28.099	0.1	-0.242	0.088
O	3.025	10.417	28.319	0.055	0.077	0.073
O	4.235	10.044	25.975	0.223	-0.066	-0.226
O	4.501	10.753	23.364	0.166	0.238	-0.401
O	15.724	11.213	27.842	-0.088	-0.106	-0.264
O	1.55	15.154	26.017	-0.03	-0.183	-0.011
O	3.583	14.074	32.237	0.104	0.239	0.368
O	6.013	16.338	25.413	0.061	-0.141	0.127
O	2.198	11.707	26.097	-0.01	0.041	-0.361
O	13.263	0.446	26.163	-0.32	-0.252	-0.123
O	10.182	3.696	27.591	-0.227	-0.011	-0.292
O	9.539	1.213	28.378	0.116	-0.232	-0.131
O	10.518	5.167	29.834	0.039	0.049	0.468
O	11.782	8.774	26.953	0.205	0.153	-0.139
O	11.503	10.156	24.809	0.168	0.159	0.099
O	6.568	13.905	28.217	0.046	0.221	-0.24
O	6.089	6.389	28.369	-0.237	0.166	-0.042
O	8.108	15.597	26.92	0.148	0.072	0.263
O	12.357	11.421	27.086	0.123	0.087	-0.015
O	15.13	0.155	28.202	-0.09	0.14	-0.039
O	13.573	0.711	30.16	-0.066	-0.224	-0.098
O	14.747	4.507	32.588	-0.061	-0.126	0.231
O	13.242	3.139	30.938	0.002	0.295	-0.052
O	10.358	3.868	32.137	-0.234	-0.221	0.441
O	9.721	8.098	28.461	0.034	0.18	-0.121
O	12.302	7.824	29.288	-0.051	-0.02	0.198
O	12.778	10.501	29.524	0.082	0.01	0.009
O	0.784	9.06	28.293	-0.176	-0.122	-0.347
O	16.123	12.732	30.022	0.228	0.109	0.357
O	16.012	2.064	29.771	-0.15	-0.143	0.074
O	0.762	1.632	32.105	0.056	-0.139	0.2
O	4.415	13.397	29.76	0.073	0.078	0.163
O	3.323	0.582	25.609	0.102	0.238	0.255
O	4.979	1.181	30.022	-0.105	0.099	0.303
O	2.272	1.742	29.874	0.102	-0.214	-0.025
O	14.537	7.129	32.988	-0.23	0.038	-0.124
O	3.458	0.952	32.144	-0.104	-0.163	0.367
O	8.889	2.792	30.329	0.078	0.218	-0.033
O	15.712	11.142	32.05	-0.185	-0.214	0.345
O	1.364	12.755	32.102	0.053	-0.133	-0.052
O	2.673	8.43	30.136	-0.123	0.111	0.007
O	7	2.281	28.708	0.146	0.25	0.23
O	7.637	0.423	30.308	-0.158	0.085	-0.046
O	6.059	1.261	32.428	0.122	0.273	0.097
O	11.17	1.529	31.007	0.066	0.051	0.265
O	8.917	12.551	30.988	-0.323	-0.017	0.313
O	5.057	7.293	30.507	0.071	-0.149	-0.106
O	2.909	6.03	31.362	0.018	0.002	0.095
O	11.025	2.134	34.357	0.189	0.127	0.366
O	11.132	6.176	27.492	-0.166	-0.08	-0.069
O	8.294	10.12	29.402	-0.018	0.024	0.302
O	1.366	10.686	30.393	-0.1	-0.032	0.191
O	9.38	15.271	22.526	0.211	-0.02	-0.21
O	7.695	7.677	30.167	0.1	0.106	-0.026
O	9.995	6.518	32.109	0.084	-0.253	-0.16
O	8.513	3.062	34.56	0.502	0.018	-0.444
O	15.757	16.14	31.012	-0.107	-0.069	0.17
O	13.823	12.869	28.702	0.007	0.296	0.165
O	14.115	8.731	30.968	-0.123	-0.223	0.248
O	10.359	10.127	34.504	-0.209	0.221	-0.207
O	12.384	5.423	31.778	-0.09	0.095	0.282
O	0.448	6.068	32.155	-0.4	0.012	0.184
O	11.173	12.58	29.282	0.039	-0.15	-0.167
O	10.935	14.226	31.315	0.092	0.117	0.097
O	12.057	8.204	32.599	-0.281	-0.101	0.139
O	14.078	9.688	33.434	-0.061	-0.011	0.188
Si	0.03	0.014	5.466	-0.025	0.043	-0.174
Si	2.72	2.708	5.447	-0.074	-0.047	-0.008
Si	16.402	5.423	5.591	0.003	0.029	-0.048
Si	2.726	8.241	5.633	0.049	0.08	-0.017
Si	16.359	11.042	5.589	0.072	-0.038	0.009
Si	2.694	13.786	5.423	0.095	0.003	-0.102
Si	5.425	0.008	5.298	0.013	-0.005	-0.188
Si	8.082	2.762	5.56	0.021	0.025	-0.031
Si	5.398	5.477	5.553	-0.051	-0.031	-0.004
Si	8.119	8.303	5.617	0.058	-0.027	0.077
Si	5.458	11.019	5.553	0.018	0.023	-0.03
Si	8.212	13.735	5.4	0.004	0.044	-0.068
Si	10.916	0.025	5.519	-0.001	-0.028	-0.049
Si	13.706	2.666	5.547	-0.1	-0.031	-0.077
Si	10.894	5.429	5.715	-0.025	-0.046	0.072
Si	13.623	8.248	5.624	0.076	0.009	0.061
Si	10.881	11.055	5.483	0.021	-0.008	0.01
Si	13.71	13.701	5.609	-0.012	0.073	0.032
Si	1.381	1.362	6.864	0.016	0.022	-0.028
Si	4.05	4.073	6.882	0.041	0.038	-0.022
Si	1.36	6.826	6.94	0.005	-0.045	0.001
Si	4.114	9.63	6.934	0.003	-0.079	-0.003
Si	1.386	12.399	6.877	-0.086	-0.043	-0.037
Si	4.101	15.099	6.796	-0.069	0.01	-0.024
Si	6.733	1.326	6.831	0.053	0.058	-0.021
Si	9.479	4.064	6.979	0.01	0.05	-0.005
Si	6.774	6.86	6.926	-0.056	0.067	-0.04
Si	9.553	9.659	6.91	-0.041	-0.003	-0.067
Si	6.861	12.387	6.85	-0.025	-0.036	0.005
Si	9.549	15.05	6.859	0.015	-0.01	-0.012
Si	12.3	1.341	6.912	0.072	-0.029	-0.021
Si	15.031	4.058	6.936	0.023	0.029	-0.023
Si	12.275	6.854	6.981	-0.069	0.1	0.033
Si	15.019	9.625	6.946	-0.046	-0.038	0.004
Si	12.28	12.34	6.912	0.014	-0.006	-0.05
Si	15.079	15.088	6.912	-0.054	-0.033	-0.037
Si	0.019	2.705	8.275	-0.058	-0.029	-0.01
Si	2.752	0.012	8.239	0.025	0.061	-0.019
Si	16.396	8.224	8.277	0.034	0.042	-0.003
Si	2.727	5.452	8.285	-0.034	0.003	-0.001
Si	0.016	13.71	8.279	0.045	0.035	0.02
Si	2.729	11.001	8.256	0.048	0.006	0.019
Si	5.433	2.717	8.245	-0.026	0.002	0.003
Si	8.152	0	8.214	0.002	-0.036	-0.015
Si	5.446	8.237	8.299	-0.031	-0.05	0.049
Si	8.148	5.49	8.295	0.073	0.013	0.03
Si	5.455	13.725	8.204	0.029	-0.009	-0.017
Si	8.181	11.007	8.266	0.042	-0.003	0.01
Si	10.912	2.705	8.275	-0.004	0.012	0.034
Si	13.674	16.401	8.284	-0.043	0.005	0.032
Si	10.895	8.251	8.287	0.034	-0.046	0.012
Si	13.667	5.458	8.287	0.057	0.017	0
Si	10.905	13.698	8.263	0.021	0.011	0.002
Si	13.631	10.968	8.295	-0.051	-0.105	0.001
Si	1.363	4.09	9.647	0.019	0.027	-0.002
Si	4.095	1.366	9.637	-0.018	0.023	0.008
Si	1.376	9.598	9.622	-0.025	-0.031	0.008
Si	4.093	6.838	9.643	0.012	0.032	0.011
Si	1.395	15.054	9.637	-0.029	-0.048	-0.006
Si	4.12	12.342	9.612	-0.036	-0.034	-0.007
Si	6.801	4.09	9.634	0	0.032	-0.006
Si	9.531	1.34	9.617	0.044	-0.01	-0.007
Si	6.836	9.608	9.637	0.021	-0.029	0.008
Si	9.541	6.857	9.642	-0.043	0.028	0.022
Si	6.822	15.043	9.615	-0.025	0.039	-0.007
Si	9.559	12.327	9.648	-0.02	-0.02	0.014
Si	12.282	4.089	9.63	-0.053	0.02	-0.001
Si	15.041	1.36	9.647	0.001	0.045	-0.01
Si	12.28	9.585	9.658	0.017	0.014	0.024
Si	15.037	6.841	9.637	-0.025	-0.014	0.012
Si	12.289	15.035	9.634	0.019	-0.007	0.003
Si	15.033	12.324	9.631	-0.008	0.014	-0.01

Results
total energy: -115452.390 eV
total energy less fixed offsets of O -438.35, Si -107.03 eV per atom: 13.950 eV
